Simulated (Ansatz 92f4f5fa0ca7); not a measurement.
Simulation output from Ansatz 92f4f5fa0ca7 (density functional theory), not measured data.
Periodic cell of 214 atoms, Si132O78H4, from a study of silicon, its oxide and their interface. The atomic structure is a simulated model.
Doubt: the cutoff is far below the 930 eV that the study's wrapper takes by default for these files, so forces and energies are approximate.
This geometry differs little from another in the collection (a relaxation step or a small displacement).

Settings: functional PBE; potential files Ansatz PAW; basis plane waves; wave-function cutoff 580 eV; density cutoff ratio 5; exchange-correlation grid ratio 1; k mesh 1 x 1 x 1, Gamma-centred; self-consistency stop 5e-08 eV per atom in the density residual; occupations fixed; spin none; net charge 0.

Cell vectors (angstrom)
a 10.938 0 0
b 0 10.938 0
c 0 0 31.231

Atoms and the computed forces on them: element, x, y, z (angstrom), force x, y, z (eV/angstrom)
Si 10.4237 0.5415 23.7668 0.003 0 0.0059
Si 6.0955 10.3518 23.8779 -0.0039 0.0019 -0.007
Si 2.2576 3.1159 23.7752 -0.0029 -0.0002 0.0072
Si 8.6117 2.3784 23.811 -0.0022 -0.0039 0.0004
Si 0.6333 4.9855 23.857 0.0006 0.0005 0.0044
Si 4.9811 5.9454 23.8711 0.0013 -0.0031 0.0013
Si 3.261 7.6529 23.8992 -0.0018 0.0006 -0.0002
Si 7.7807 8.5392 23.838 0.003 0.0045 0.0051
Si 1.2886 1.3987 25.0745 -0.0056 -0.0003 -0.0032
Si 6.9186 1.2985 25.0738 0.002 0.0012 -0.0021
Si 4.0638 4.0827 25.0146 0.0007 0.0066 -0.0014
Si 9.6682 4.0922 25.0369 0.0049 -0.002 -0.0021
Si 1.4796 6.7561 25.1542 0.003 0.0014 -0.002
Si 6.7848 6.8439 25.1197 -0.0078 0.0005 -0.0001
Si 4.1824 9.515 25.0331 0.001 -0.0033 -0.0029
Si 9.5606 9.6008 25.0012 -0.0051 0.0048 -0.0043
Si 2.742 -0.0149 26.3651 -0.0002 0.0006 0.0004
Si 8.2449 -0.0305 26.4899 0.0016 -0.0016 -0.0019
Si 0.0007 2.7472 26.5037 0.0006 -0.001 -0.0025
Si 5.4837 2.7104 26.3731 0.0009 -0.0008 -0.0023
Si 2.7843 5.4001 26.5229 0.0018 0.0009 -0.004
Si 8.2267 5.45 26.391 -0.0025 0.0027 -0.0002
Si 0.0197 8.1994 26.3791 0.0024 -0.0046 -0.0004
Si 5.4739 8.2092 26.5137 0.0028 -0.0031 -0.0055
Si 4.1018 1.3673 27.8127 -0.0339 -0.0499 -0.5627
Si 9.5708 1.3673 27.8127 0.0774 -0.0269 0.4188
Si 1.3673 4.1018 27.8127 0.027 -0.125 0.6377
Si 6.8362 4.1018 27.8127 0.0435 -0.1089 -0.5029
Si 4.1018 6.8362 27.8127 0.1224 -0.1223 0.4946
Si 9.5708 6.8362 27.8127 0.0246 0.0748 -0.4901
Si 1.3673 9.5708 27.8127 0.0652 -0.0025 -0.491
Si 6.8362 9.5708 27.8127 0.1377 0.0732 0.4515
Si 0 0 29.18 0.0006 0.1082 0.0134
Si 5.469 0 29.18 0.0504 -0.0027 -0.0042
Si 2.7345 2.7345 29.18 -0.1075 0.0177 0.0353
Si 8.2035 2.7345 29.18 -0.0299 -0.0759 0.0116
Si 0 5.469 29.18 0.0701 0.0052 -0.0014
Si 5.469 5.469 29.18 -0.0086 0.1149 0.0295
Si 2.7345 8.2035 29.18 -0.0281 -0.0669 0.003
Si 8.2035 8.2035 29.18 -0.0405 0.0387 0.0171
Si 1.3673 1.3673 30.5472 0.0478 -0.0867 -0.0143
Si 6.8362 1.3673 30.5472 -0.0293 0.0288 0.0177
Si 4.1018 4.1018 30.5472 0.0445 -0.0461 -0.0312
Si 9.5708 4.1018 30.5472 -0.0165 0.0313 -0.002
Si 1.3673 6.8362 30.5472 -0.0358 0.0215 0.0145
Si 6.8362 6.8362 30.5472 0.0581 -0.0521 -0.0155
Si 4.1018 9.5708 30.5472 -0.0025 0.0049 0.0019
Si 9.5708 9.5708 30.5472 0.0393 -0.0368 -0.0324
Si 2.7345 0 0.6835 -0.0825 0.0697 0.0226
Si 8.2035 0 0.6835 0.0267 -0.0192 -0.0033
Si 0 2.7345 0.6835 0.0431 -0.0218 -0.0046
Si 5.469 2.7345 0.6835 -0.0501 0.0582 0.027
Si 2.7345 5.469 0.6835 0.0324 -0.024 -0.0068
Si 8.2035 5.469 0.6835 -0.0649 0.0521 0.0221
Si 0 8.2035 0.6835 -0.0446 0.0565 0.0286
Si 5.469 8.2035 0.6835 0.0305 -0.0401 -0.005
Si 4.1018 1.3673 2.0507 0.0555 -0.0837 0.0026
Si 9.5708 1.3673 2.0507 -0.0606 -0.0241 -0.0297
Si 1.3673 4.1018 2.0507 -0.0607 0.0246 -0.0378
Si 6.8362 4.1018 2.0507 0.1021 -0.0333 0.0042
Si 4.1018 6.8362 2.0507 -0.0502 0.0402 -0.0412
Si 9.5708 6.8362 2.0507 0.0783 -0.0483 0.0181
Si 1.3673 9.5708 2.0507 0.0705 -0.046 0.0142
Si 6.8362 9.5708 2.0507 -0.0406 -0.0001 -0.0206
Si 0 0 3.418 -0.1253 0.1412 0.3136
Si 5.469 0 3.418 -0.122 -0.0116 -0.4192
Si 2.7345 2.7345 3.418 -0.0231 0.1719 0.5892
Si 8.2035 2.7345 3.418 -0.1445 0.0141 -0.3612
Si 0 5.469 3.418 0.0981 -0.0658 -0.5767
Si 5.469 5.469 3.418 -0.1196 0.1075 0.5966
Si 2.7345 8.2035 3.418 0.1898 -0.0387 -0.4983
Si 8.2035 8.2035 3.418 -0.2493 0.0135 0.4648
Si 1.3309 1.3965 4.8347 -0.0011 -0.0004 -0.0007
Si 6.7791 1.399 4.7382 0.0007 0.0005 0.0023
Si 4.084 4.1325 4.8837 0.0027 -0.0021 -0.0008
Si 9.5656 4.1174 4.7202 -0.0011 -0.0007 0.0032
Si 1.39 6.8163 4.709 -0.0006 0.0001 -0.0008
Si 6.7916 6.8711 4.8725 -0.0004 -0.0015 -0.002
Si 4.0978 9.5737 4.7448 -0.001 0.0019 -0.0017
Si 9.5296 9.6052 4.8166 -0.0013 0.0022 -0.0016
Si 2.6963 -0.0518 6.1164 0.0023 -0.0014 -0.0009
Si 8.1257 0.0894 6.1498 0.0011 0.0031 -0.0005
Si -0.0563 2.8127 6.1828 -0.003 0.0006 -0.0008
Si 5.4422 2.6915 6.2304 0.0025 0.002 -0.0008
Si 2.6977 5.5695 6.2474 -0.0013 0.0044 0.0026
Si 8.1931 5.4126 6.132 0.0023 -0.0024 0.0004
Si -0.0015 8.1456 6.0301 0.0009 -0.0053 0.0024
Si 5.4085 8.3089 6.2734 -0.0011 0.0025 0.0035
Si 4.4454 0.8457 7.3968 -0.0038 0.0026 -0.0022
Si 9.0426 1.8974 7.357 0.0018 -0.0012 0
Si 0.8199 4.6614 7.3899 0.0023 -0.0012 -0.0018
Si 7.314 3.5958 7.3729 -0.0038 0.0004 -0.0002
Si 3.5462 7.4462 7.4962 -0.001 0.0002 -0.0074
Si 10.0378 6.3469 7.2506 -0.0015 0.0031 -0.0104
Si 1.681 9.1216 7.3323 0.0022 -0.0028 -0.0025
Si 6.288 10.2443 7.4146 0.0042 -0.0059 -0.001
H 7.0047 3.9763 8.788 0.0004 -0.0006 -0.0001
H 9.3754 1.5138 8.765 0 0.0005 -0.0023
O 3.9592 0.8268 8.9986 0.0004 -0.0029 0.0021
O 6.5883 10.3819 9.0665 -0.0003 0.0018 0.0003
O 0.8478 9.6532 8.6872 -0.0012 0.0015 0.0019
O 3.9775 7.1065 9.0696 0.0017 -0.0007 0.0055
O 9.7985 6.7197 8.8438 0.0016 -0.0021 0.0063
O 1.002 4.5148 9.0401 0.0001 0.001 0.0006
H 2.8174 7.9386 22.5025 0.0006 -0.0002 0.0026
H 5.3613 5.6303 22.4539 -0.0002 0.0009 0.0016
O 7.9638 3.154 22.4304 0.002 -0.0002 0.0015
O 0.1287 11.0597 22.29 -0.0004 -0.0024 -0.0099
O 0.4948 5.6695 22.3345 0.0016 0.0003 -0.0041
O 2.5653 2.5196 22.2328 0.0018 -0.0025 -0.0077
O 5.8986 -0.1385 22.3026 -0.001 -0.0031 -0.0017
O 8.1413 7.8956 22.3309 0.0026 -0.0023 -0.0101
Si 10.9867 9.2193 13.9871 0.0003 -0.001 -0.0017
Si 5.8938 8.1374 16.4126 0.0009 -0.0014 -0.0015
Si 9.1651 0.9546 19.1532 0.002 0.0013 0.0008
Si 3.2402 7.1198 17.5694 -0.0001 -0.0008 0.0005
Si 2.2791 4.5838 19.0002 0.0005 0.0015 -0.001
Si 0.716 2.4342 14.5689 -0.0004 0.0015 -0.0004
Si 7.1665 5.773 11.6124 0.0005 0.0008 -0.0002
Si 8.6341 3.156 20.9393 -0.0019 0.0012 -0.0018
Si 5.5059 3.3535 12.0272 0.0017 -0.0043 0.0009
Si 1.2527 3.6904 10.411 -0.0003 -0.0019 0.0036
Si 2.4598 0.7672 18.2982 0.0011 -0.0015 -0.0004
Si 2.964 9.3984 19.7235 0.0008 0.0002 0.0004
Si 5.9685 3.5736 16.1497 -0.001 0.0006 -0.0007
Si 3.1214 2.2973 20.7226 -0.0005 0.0001 -0.002
Si 7.2854 5.9678 14.6454 0.0019 0.0006 -0.0005
Si 6.1716 1.2327 14.3105 -0.0036 0.0004 -0.0021
Si 9.9764 4.8028 15.6507 0.0003 0.0011 -0.0016
Si 8.3585 3.6472 18.0789 0.0004 0.0023 -0.0003
Si 10.729 1.5116 11.7311 0.0002 0.0011 -0.0013
Si 4.0046 10.0029 14.6705 0.002 0.0011 -0.0016
Si 3.6067 1.5574 10.4028 -0.0001 0.0019 0.0028
Si 6.8127 9.3911 10.333 0.0013 -0.0019 0.0032
Si 5.138 -0.1626 20.8815 0.0031 -0.001 0.0086
Si 0.553 9.6137 10.2761 0.0001 0.0002 -0.0003
Si 2.4732 10.0845 12.2296 0.0005 -0.0008 -0.0015
Si 8.9131 7.8895 20.8905 0.0015 0.0046 0.0013
Si 7.2737 9.5709 18.8775 -0.0013 -0.0006 0.0003
Si 8.4378 10.6984 12.8312 0 -0.0011 -0.0015
Si 3.0558 5.4044 12.4026 -0.001 0.0014 0.0011
Si 10.7539 5.2863 20.9072 -0.0004 0 -0.0018
Si 9.1882 7.4479 10.1358 -0.001 0.0024 0.0037
Si 1.477 6.634 14.9117 -0.0015 -0.0006 -0.0001
Si 4.721 7.2314 10.51 0 -0.0012 -0.0012
Si 2.8966 3.098 16.5174 0.0018 0.0012 -0.0001
Si 1.1612 10.6763 16.0476 0.001 -0.0004 -0.0013
Si 0.1083 10.3103 20.8476 -0.0017 -0.0035 0.0014
O 7.8509 8.2823 9.7437 0.0004 0.002 -0.0023
O 10.0542 9.0353 20.9233 0.0013 0.0049 0.0014
O 8.086 4.0458 19.6609 0.0008 -0.0016 0.0011
O 4.8178 7.2523 17.231 0.0003 0.0003 -0.0006
O 11.0155 9.5512 15.5958 -0.0002 -0.0005 -0.0003
O 9.3626 4.5821 17.1652 0.0001 -0.0005 -0.0012
O 3.1885 1.6115 17.1175 0.0007 0.0002 -0.0006
O 4.1147 9.4644 20.8908 0.0023 0.0005 0.0003
O 0.7476 1.9949 12.9958 0.0003 -0.0009 0.0001
O 8.4822 1.5818 20.51 0.0002 -0.0002 -0.0023
O 3.2771 3.7832 20.0378 0.0005 -0.0015 -0.0006
O 0.9418 5.1807 19.723 0.0007 0.0003 -0.0019
O 3.1416 0.5116 11.5937 -0.0002 0.0003 0.0001
O 2.3711 7.2356 16.1705 0.0012 -0.0001 -0.0007
O 6.022 2.3047 13.1276 -0.0014 0.0006 -0.0001
O 8.4694 10.5957 18.4925 -0.0005 -0.0003 -0.0018
O 6.66 9.09 17.4631 0.0018 0.0017 0.0011
O 5.0734 8.9892 15.311 -0.0011 0.0014 -0.0019
O 6.2239 10.4876 19.713 -0.0006 0.0008 -0.0003
O 3.6543 6.7345 11.6479 0.0008 -0.0011 0.0007
O 0.6285 7.6862 13.9545 0.001 -0.0002 0.0001
O 10.3171 8.5276 10.6838 0.0004 0.0006 -0.0006
O 10.3836 3.4075 14.8948 0.0009 -0.0012 -0.0004
O 4.7425 0.4835 14.4456 0.0022 -0.001 0.0011
O 1.9626 9.1478 10.9944 -0.0004 0.0004 0.0001
O 9.4851 9.5392 13.3887 0.0011 0.0006 0.0001
O 2.6689 10.2379 15.5721 -0.0001 0.0001 -0.0008
O 4.4557 1.3423 20.7508 -0.0004 0.0017 -0.0017
O 6.0344 6.2645 10.5446 -0.0012 0.0001 0.0005
O 2.0714 1.5825 19.6652 0.0015 0 0
O 3.5301 10.564 18.7144 0.0001 0.0002 -0.0011
O 4.9194 2.4462 10.8037 -0.0002 -0.0004 -0.0008
O 0.5382 1.1051 15.4536 0.0008 -0.0006 -0.0008
O 2.3738 2.5603 10.1135 0.0011 -0.0003 -0.003
O 4.3009 4.3372 12.5655 0.0002 0.0003 -0.0001
O 6.3726 4.6789 15.0285 0 -0.0002 -0.0001
O 2.7337 8.1434 18.7376 0.0002 -0.0008 -0.0021
O 8.8617 5.5712 14.743 0.0003 -0.0002 0.0007
O 5.3554 8.7367 10.7549 0 0.0004 0.0002
O 6.8893 4.1588 11.6358 0.0004 0.0002 -0.0001
O 6.9289 6.3979 13.1114 -0.0002 -0.0012 -0.0023
O 0.2251 0.2182 10.7849 0.0003 -0.0006 0
O 6.8409 3.7798 17.502 0.0002 -0.0003 -0.0015
O 1.1879 -0.0357 17.6555 -0.0002 -0.0005 0.0005
O 10.153 3.7652 21.1017 0.0007 0.0007 -0.0003
O 6.3899 2.0666 15.6883 0.0008 -0.0004 -0.0015
O 9.2572 1.0919 12.3145 -0.0005 0 0.0007
O 7.8285 8.2711 19.7162 0.0036 0.0001 -0.0005
O 1.8791 3.7406 17.6408 0.0008 -0.0006 -0.0007
O 1.8136 4.7231 11.5621 0.0007 -0.0006 -0.0009
O 4.3639 3.7869 16.3792 -0.0003 -0.0009 -0.0006
O 2.1488 3.0948 15.0562 0.0004 0.0001 0.0001
O 1.5762 9.7262 20.4852 -0.0052 0.0016 0.0001
O 7.5004 10.1237 11.619 0.0001 0.0003 -0.0006
O 10.5985 0.435 19.7017 0.0011 -0.0055 0.0017
O 3.5762 9.4001 13.2084 0.0013 0.0002 0.0008
O 10.8022 2.8778 10.811 0.0016 0.0013 -0.0018
O 9.6212 6.4346 20.577 -0.001 0.0013 -0.0005
O 6.9836 7.2087 15.6485 -0.0001 -0.0001 -0.0003
O 1.108 10.2066 13.1848 -0.0006 -0.0003 0.0008
O 7.4286 0.2218 14.0361 0.0017 -0.0007 -0.0006
O 0.3895 5.7028 15.6896 0.0012 0.0002 -0.0015
O 9.1057 2.1715 18.0528 0.0003 -0.0019 0.0003
O 2.476 5.8455 13.8747 0.0019 -0.0012 -0.0016
O 8.6769 6.2614 11.1663 0.0003 -0.0011 0.0009
O 3.2011 5.7336 18.375 -0.0013 0.0005 -0.0009

Results
free energy: -128336.987 eV
free energy less fixed offsets of H -15.97, O -568.88, Si -635.61 eV per atom: 0.053 eV

The program warned: the cutoff lies below the one the program advises for these potential files; the forces do not sum to zero within the program's tolerance; the exchange-correlation potential is rough where the density is thin.
